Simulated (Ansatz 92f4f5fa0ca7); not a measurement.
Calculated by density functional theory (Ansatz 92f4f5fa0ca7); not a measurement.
Periodic cell of 240 atoms, Si128O80H32, with a vacuum gap, from a study of silicon, its oxide and their interface. The atomic structure is a simulated model.

Settings
functional: r2SCAN
potential files: Ansatz PAW
basis: plane waves
wave-function cutoff: 800 eV
density cutoff ratio: 5
exchange-correlation grid ratio: 1
k mesh: 1 x 1 x 1, shifted by 0.5 0.5 0 of a step
self-consistency stop: 1e-11 eV per atom in the density residual
occupations: fixed
spin: none
net charge: 0
applied field: sawtooth along c, amplitude -0.015 V/angstrom in the program's sign convention, ramp centred at 0.9884 of c and 0.0233 of c wide, no dipole correction

Cell vectors (angstrom)
a 10.88 0 0
b 0 10.88 0
c 0 0 43.0078

Atoms and the computed forces on them: element, x, y, z (angstrom), force x, y, z (eV/angstrom)
Si 2.1219 -0.8106 29.2739 -0.0054 0.0052 -0.0139
Si 4.8346 1.8578 29.2647 0.0053 -0.0089 -0.0108
Si 1.5279 5.1922 29.3749 0.0012 0.0012 -0.014
Si 4.4389 -2.9548 29.3476 0.005 -0.0003 -0.0106
Si -3.6393 -0.2487 29.403 0.0008 0.0139 -0.0159
Si -1.291 2.5013 29.3566 -0.0049 -0.0062 -0.0068
Si 7.3852 4.7383 29.4371 -0.0013 0.0062 -0.0103
Si -0.7374 -3.5382 29.4983 -0.0041 0.0068 -0.0193
Si 3.1778 0.8247 30.5757 0.0093 -0.0029 -0.0105
Si 5.8546 3.4964 30.657 0.0018 -0.0052 -0.0123
Si 3.208 -4.5669 30.5917 -0.0013 0.003 -0.0099
Si 6.0379 -1.8773 30.6466 -0.0085 0.0117 -0.0148
Si -2.2412 0.9333 30.8162 -0.0011 0.0085 -0.013
Si 0.4278 3.5426 30.5982 -0.01 0.0082 -0.0087
Si 8.5887 6.2226 30.7938 -0.0006 -0.007 -0.0112
Si 0.4847 -1.8822 30.6155 0.0054 -0.0006 -0.0116
Si 1.8124 2.1828 31.9352 -0.0057 -0.001 0.0098
Si 4.5131 4.9118 31.9613 -0.0007 0.004 0.0091
Si 1.8467 -3.2355 32.0056 0.0007 0.0019 0.0059
Si 4.595 -0.5085 31.9755 -0.0059 -0.0034 -0.0001
Si 7.2092 2.2189 32.1245 0.0087 0.0001 0.005
Si 9.975 4.8442 32.0764 -0.0028 0.0028 0.0021
Si 7.2713 7.6357 32.0728 0.0035 -0.0014 0.0075
Si -0.848 -0.5122 32.0071 -0.0049 -0.0016 0.0092
Si 0.4942 0.8394 33.3613 -0.0029 0.0099 0.0216
Si 3.158 3.5526 33.3199 -0.007 -0.002 0.0212
Si 0.4792 6.2622 33.3544 0.0003 0.0049 0.0151
Si 3.2216 -1.8775 33.3384 0.0033 0.006 0.0157
Si 5.8761 0.8249 33.4168 0.0072 0.0032 0.0149
Si 8.609 3.5429 33.4474 -0.0073 0.0007 0.0154
Si 5.8795 6.2554 33.3589 0.0061 0.0051 0.02
Si 8.6499 -1.8647 33.3718 0.0007 0.0051 0.0187
Si 1.356 -1.3706 9.6797 -0.0015 -0.0008 -0.0193
Si 4.059 1.3585 9.6663 -0.0072 0.0003 -0.0197
Si 1.3218 4.0507 9.5946 0.0062 -0.0015 -0.0081
Si 4.0947 -4.0797 9.5932 -0.0039 -0.0034 -0.0033
Si 6.8307 -1.3368 9.6195 -0.0056 -0.002 -0.0146
Si -1.3422 1.3393 9.5986 0.0053 0.0096 -0.014
Si 6.8143 4.0891 9.6559 -0.0027 0.0051 -0.023
Si -1.3642 6.8235 9.684 0.0055 0.0064 -0.0224
Si 2.6916 0.0053 11.0449 -0.0013 0.0004 -0.0088
Si 5.454 2.7152 10.9894 -0.003 -0.0004 -0.0152
Si 2.6892 5.4287 10.8758 0.0043 -0.0029 -0.0081
Si 5.4822 -2.724 10.9274 -0.0057 -0.0074 -0.0039
Si -2.6844 0.0225 10.9825 -0.0013 0.0038 -0.0092
Si -0.0034 2.6688 10.9756 0.0048 0.0034 -0.0072
Si 8.1661 5.4514 11.0347 -0.0043 0.0007 -0.0105
Si -0.0225 -2.6919 11.0734 0.0039 0.0047 -0.0145
Si 1.3125 1.3333 12.4448 -0.0054 0.0051 0.017
Si 4.0389 4.085 12.2378 -0.0092 0.0072 0.0157
Si 1.3653 -4.129 12.3024 0.0094 -0.0066 0.0134
Si 4.1448 -1.35 12.2806 -0.0004 -0.0054 0.0174
Si -4.0255 1.4015 12.3445 -0.0024 -0.0071 0.0154
Si -1.3626 4.0336 12.3296 0.0108 -0.0038 0.011
Si 6.8042 -4.0556 12.3746 -0.0024 0.0051 0.0156
Si -1.3755 -1.2985 12.4531 -0.008 -0.0004 0.0177
Si -0.3499 0.3424 13.8433 0.0032 -0.0017 -0.0399
Si 2.5546 2.9219 13.6291 0.0031 0.0105 -0.0288
Si 0.2911 -5.7986 13.5754 0.0121 0.0032 -0.0298
Si 2.995 -2.961 13.4849 0.0054 0.0028 -0.0267
Si 5.7313 -0.2086 13.5904 0.0063 -0.0109 -0.0235
Si -2.5607 2.609 13.7751 -0.0015 -0.0129 -0.0283
Si 5.1352 5.6691 13.5394 -0.0094 -0.0011 -0.0286
Si -2.9792 -2.457 13.7218 0.0007 0.002 -0.032
Si 0.1661 -5.052 16.4286 -0.0043 0.012 -0.0525
Si 0.977 -0.7595 26.4418 -0.0051 -0.0044 -0.0495
Si 7.2601 4.4689 20.593 0.0025 0.0148 -0.0402
Si 6.8341 -4.6412 18.1773 0.0012 0.0016 -0.0434
Si 0.2921 1.3572 22.0054 -0.0007 0.0077 -0.0473
Si 3.9226 0.2068 18.5316 -0.0012 -0.003 -0.0528
Si 2.734 4.9908 26.6133 -0.0003 0.0028 -0.0477
Si -1.9858 -2.9613 16.6785 0.0006 0.0052 -0.0415
Si 2.3069 0.5149 24.1144 -0.0017 -0.0001 -0.0393
Si 8.499 1.0372 27.0565 -0.0028 0.003 -0.0433
Si 4.8997 -0.6975 24.5347 -0.0143 0.003 -0.0426
Si 0.0178 -0.7381 16.8072 -0.0023 -0.0067 -0.0516
Si 6.4087 3.9788 15.9162 -0.0041 -0.0013 -0.0488
Si 5.6083 1.817 26.3925 -0.0039 -0.001 -0.0424
Si 6.8845 -3.0238 25.1231 -0.0006 0.0095 -0.0471
Si 5.6428 6.141 27.1789 0.0016 -0.0102 -0.0372
Si 8.6175 -2.2372 22.869 0.0075 0.0012 -0.0328
Si -1.435 -2.5063 26.7164 0.0026 0.0067 -0.0461
Si -0.6968 4.1897 21.4302 -0.0105 0.002 -0.0395
Si 4.5825 4.4052 21.8501 0.0069 0.0062 -0.0541
Si 1.0319 1.0456 19.1061 0.0051 -0.0062 -0.0522
Si 2.5097 -4.5943 20.311 0.0023 0.0091 -0.0466
Si 4.4086 1.6206 15.835 0.0025 0.0063 -0.054
Si 5.6478 2.0861 20.3359 -0.0018 0.002 -0.0504
Si 2.1806 -2.8168 16.2982 -0.0057 0.0042 -0.0419
Si 3.8602 3.2167 24.5767 -0.0041 0.0083 -0.0447
Si 4.2312 -2.858 18.4756 -0.0018 -0.0002 -0.0383
Si 0.205 -3.9923 22.3743 -0.0013 -0.0122 -0.0412
Si 0.9729 -3.5277 25.3662 -0.0083 -0.0006 -0.0414
Si 6.7664 -0.0159 22.3597 0.0007 0.011 -0.045
Si -1.8625 0.3644 24.0732 -0.0005 -0.0059 -0.0472
Si 0.8438 4.1825 18.8235 0.0038 -0.0002 -0.0524
Si 1.8586 -0.5255 34.7025 -0.0154 -0.0003 0.1758
Si 4.5156 2.2097 34.7155 -0.0058 0.0156 0.1844
Si 1.8244 4.9043 34.7172 -0.0031 0.0094 0.1897
Si 4.5408 7.6278 34.721 -0.0015 0.0037 0.1836
Si 7.2718 -0.5271 34.7403 0.0001 -0.0123 0.1839
Si -0.8877 2.1704 34.747 0.0222 -0.0137 0.1833
Si 7.2486 4.9321 34.7442 0.0055 -0.0019 0.1747
Si 10.0021 -3.2476 34.707 -0.0009 0.0044 0.1753
Si 3.1856 0.8388 36.0727 -0.0458 0.0345 0.3805
Si 5.891 3.5546 36.0744 -0.0382 0.073 0.3417
Si 3.1819 6.2676 36.0789 0.015 -0.009 0.2576
Si 5.9091 -1.8973 36.0822 0.04 -0.0312 0.2797
Si -2.2517 0.8229 36.1053 0.0545 -0.0359 0.3492
Si 0.4658 3.5528 36.0866 -0.0013 -0.0289 0.2873
Si 8.6241 -4.5862 36.0696 -0.0062 0.0139 0.355
Si 0.4877 -1.8898 36.0527 0.0104 0.0169 0.2774
Si 1.3629 1.3468 6.9289 0.0775 -0.0499 -0.3874
Si 4.0788 4.0756 6.9317 0.0399 -0.0416 -0.3633
Si 1.3555 6.799 6.9327 -0.0055 0.0305 -0.2648
Si 4.0798 -1.353 6.9262 -0.0525 0.0108 -0.2877
Si 6.7877 1.3687 6.9378 -0.013 0.021 -0.2807
Si -1.3737 4.0934 6.9225 -0.0303 0.0426 -0.3241
Si 6.8116 -4.0746 6.9377 0.0039 -0.0363 -0.3603
Si -1.3379 -1.3813 6.9225 0.0084 0.0242 -0.3708
Si 0.0187 -0.0266 8.278 0.0086 -0.0037 -0.1843
Si 2.7185 2.7083 8.2769 -0.0019 -0.0018 -0.1798
Si -0.0276 5.4556 8.2892 0.0057 -0.0089 -0.1825
Si 2.7152 -2.7101 8.2831 -0.0038 -0.0034 -0.1765
Si 5.4279 0.0061 8.2959 -0.0066 0.0081 -0.1877
Si 8.1622 2.7277 8.2848 0.0086 -0.0189 -0.1851
Si 5.4571 5.4281 8.2727 -0.0045 0.0116 -0.1741
Si 8.1783 -2.7167 8.2871 -0.0109 0.0043 -0.1879
O 0.9486 -3.587 23.7498 0.0051 0.0046 0.0448
O -0.3716 5.3864 22.4568 0.0022 0.0113 0.0233
O 4.523 2.9125 21.1827 -0.0058 0.005 0.0234
O 2.3343 -2.249 14.7965 -0.0013 0.0028 0.0365
O 8.5728 3.7238 28.9801 0.0001 -0.0032 0.0118
O 3.2278 2.3419 14.9981 0.0118 -0.0068 0.0288
O 7.6824 3.3223 15.122 -0.0067 0.0051 0.017
O 1.4487 4.0369 14.0853 -0.0017 0.001 0.0041
O 2.0706 4.5064 28.0007 -0.0071 0.0035 0.0322
O 1.565 0.6229 22.6805 0.0104 -0.0051 0.0264
O 2.4548 0.278 19.212 -0.0072 0.0007 0.0242
O 0.1741 -0.2074 15.286 0.0068 -0.0077 0.0357
O 0.3266 4.5011 17.3264 0.0065 -0.0062 0.0255
O -0.4371 -5.3676 14.9682 -0.0046 0.0067 0.0317
O -2.3572 -3.0674 15.1037 0.0105 -0.0054 0.0273
O -0.5744 -1.1273 26.7392 0.0009 -0.0031 0.0215
O -1.4231 -1.4724 16.9911 0.0019 0.0012 0.0119
O 6.6661 5.2859 28.0825 0.007 -0.0103 0.0247
O 1.6201 -2.1539 25.926 0.0044 0.0065 0.0132
O 3.2792 -1.9018 28.882 -0.0002 -0.0033 0.0108
O -1.6161 -3.0066 28.2375 0.003 -0.0039 0.0283
O 5.23 -3.3978 27.9874 -0.0059 0.006 0.0257
O 5.4066 -3.9684 18.551 0.0004 -0.0028 0.0171
O 0.4077 -4.5711 28.9273 0.0028 -0.0007 0.0151
O 3.2544 1.8106 24.1082 0.0061 0.0043 0.0112
O 3.5831 5.4982 21.2204 0.006 -0.0097 0.0236
O 7.5226 -5.2031 19.5428 0.0081 -0.0125 0.0271
O 3.6225 -2.9065 16.9855 0.0126 0.0008 0.0313
O 4.2732 5.363 26.8914 0.0052 -0.0033 0.014
O 4.6138 2.1542 27.6601 -0.0056 0.0055 0.0406
O -0.5711 -3.6033 25.878 -0.0038 0.0044 0.0263
O 4.5665 -1.2792 18.7197 -0.0001 0.0021 0.0102
O -1.7487 0.8499 25.5858 0.0013 0.0073 0.0382
O 1.2979 2.6334 18.8894 -0.0072 -0.0004 0.02
O 7.6883 -1.2935 21.9015 0.0024 -0.003 0.0213
O 5.6271 4.9286 14.8866 0.0092 -0.0111 0.03
O 5.1755 0.5682 14.8949 -0.0062 0.006 0.0281
O 8.5751 3.9977 21.4153 0.0014 -0.0048 0.018
O 7.6183 -3.3671 17.5638 -0.014 -0.0092 0.0254
O 6.1149 4.9142 21.6641 -0.011 0.0034 0.0183
O 0.1606 0.4624 17.8738 0.0061 0.0154 0.0302
O 4.9252 1.2747 19.178 0.0071 0.0091 0.0369
O 1.8824 6.1876 25.9737 0.0118 -0.0113 0.0268
O -1.1812 1.7492 27.8998 0.009 0.0065 0.0239
O 4.0673 -4.0735 14.0342 0.0048 -0.0006 0.011
O 5.4356 2.7593 16.3875 0.0002 0.0014 0.0061
O 6.5218 1.0199 21.1747 0.0114 -0.0135 0.0272
O 6.3775 -4.4059 25.7782 -0.0109 -0.0048 0.0264
O -0.9488 1.0721 22.9729 -0.0112 -0.003 0.0254
O -0.3363 4.4877 19.8822 -0.0147 -0.0008 0.0241
O 1.5932 -4.3198 16.2671 -0.0011 -0.0002 0.0084
O 5.5716 -2.0932 24.9805 0.0041 -0.0021 0.0083
O 1.2039 -1.8068 17.0939 -0.0014 0.0033 0.0147
O -1.4638 1.4836 14.2534 0.0045 -0.0028 0.0223
O 5.9113 0.6489 29.1603 -0.0003 0.0024 -0.0025
O 2.0389 5.2081 19.1912 0.0015 0.0081 0.0255
O 3.7589 0.7149 17.0021 -0.0014 -0.0109 0.037
O 5.3544 -0.4325 22.9969 -0.0089 -0.0078 0.0303
O 7.6296 -3.2413 23.6896 -0.0084 0.002 0.0258
O 7.9896 -0.2684 27.9246 -0.0053 -0.0114 0.0253
O 5.2828 2.9622 25.3 0.0125 -0.0031 0.0311
O 3.2921 -0.7498 24.3501 -0.0068 0.0018 0.0152
O 3.1563 -3.3117 19.5875 -0.0067 -0.0117 0.0287
O 1.2829 -3.9788 21.1722 -0.0193 0.0074 0.0319
O 1.1921 0.3833 25.3012 -0.0138 -0.0076 0.0328
O 0.2669 2.9769 21.9152 0.0019 -0.0084 0.0187
O 6.7932 4.96 17.1562 0.0025 0.0152 0.0271
O 7.5103 0.6959 23.6087 0.0038 -0.0057 0.0286
O 1.6195 -0.233 27.8284 0.0106 0.0017 0.032
O 2.7255 3.7867 25.5616 -0.0038 0.0068 0.0233
O 0.1986 0.8077 20.4833 -0.0069 -0.0013 0.0335
O 4.1374 4.2556 23.3855 -0.0059 -0.0095 0.039
O 6.6842 3.1915 19.7618 0.0029 -0.0051 0.0135
O -0.8612 -4.0299 17.1157 0.0015 -0.0005 0.0189
O 5.3012 0.3764 25.6941 0.0003 0.0138 0.0289
O 7.9652 -2.3405 26.1129 0.0087 -0.0018 0.0115
O 7.1546 1.9385 26.854 0.0067 -0.0067 0.0162
O -1.074 -3.0099 22.0932 -0.0053 0.0063 0.0171
O -1.562 -1.2312 23.9485 0.005 0.0006 0.0155
O 6.7758 -1.3414 14.1574 0.0056 -0.0037 0.0151
H 2.3593 1.6561 37.0052 0.2734 -0.3487 -0.2525
H 4.0081 0.0177 37.0052 -0.2468 0.3148 -0.2728
H 6.716 2.7361 37.0069 -0.3018 0.242 -0.292
H 5.0718 4.379 37.0069 0.3092 -0.342 -0.2362
H 2.3616 7.0909 37.0113 0.2837 -0.3414 -0.2602
H 4.0051 5.4473 37.0113 -0.2978 0.325 -0.2676
H 5.0918 -1.0711 37.0146 0.2655 -0.2851 -0.2769
H 6.7385 -2.7115 37.0146 -0.3642 0.3062 -0.246
H -3.072 1.6462 37.0377 0.2987 -0.2557 -0.2668
H -1.427 0.004 37.0377 -0.3332 0.265 -0.2346
H -0.3557 4.3749 37.0191 0.2782 -0.2772 -0.2701
H 1.2849 2.7283 37.0191 -0.2846 0.3329 -0.252
H 7.802 -3.7647 37.002 0.3836 -0.286 -0.2548
H 9.4404 -5.4135 37.002 -0.28 0.2714 -0.2746
H 1.3023 -2.7187 36.9852 -0.2957 0.3417 -0.2649
H -0.3393 -1.0732 36.9852 0.3059 -0.2679 -0.2881
H 2.1892 0.5295 5.9965 -0.3366 0.3234 0.2382
H 0.5438 2.1713 5.9965 0.2442 -0.277 0.2903
H 3.2556 4.8959 5.9993 0.2992 -0.2809 0.2814
H 4.8979 3.2511 5.9993 -0.3342 0.3162 0.2496
H 0.5409 7.6279 6.0003 0.3286 -0.352 0.2615
H 2.1759 5.9757 6.0003 -0.2909 0.2799 0.2911
H 4.8971 -2.1793 5.9938 -0.2877 0.2746 0.2857
H 3.2573 -0.5319 5.9938 0.3411 -0.2966 0.2641
H 7.608 0.5454 6.0054 -0.2529 0.235 0.2934
H 5.9627 2.1872 6.0054 0.3375 -0.3174 0.2591
H -2.19 4.9207 5.99 0.2996 -0.3685 0.2491
H -0.5522 3.2713 5.99 -0.2289 0.2889 0.2902
H 7.6337 -4.8961 6.0052 -0.3109 0.3525 0.2565
H 5.9823 -3.2605 6.0052 0.2982 -0.2692 0.2826
H -0.5109 -2.1978 5.99 -0.3594 0.3348 0.2495
H -2.1625 -0.5623 5.99 0.2519 -0.2383 0.2775

Results
free energy: -128005.647 eV
free energy less fixed offsets of H -15.71, O -570.45, Si -639.56 eV per atom: -3.247 eV

The program warned: the cutoff lies below the one the program advises for these potential files; the forces do not sum to zero within the program's tolerance; empty levels may hold ghost states of the PAW files; the exchange-correlation potential is rough where the density is thin.
